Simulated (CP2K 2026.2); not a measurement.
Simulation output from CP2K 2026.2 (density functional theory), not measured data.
Periodic cell of 524 atoms, Si368O156, from a study of silicon, its oxide and their interface. The atomic structure is a simulated model.
Doubt: the forces sum to 2.30 eV/angstrom along one axis rather than to zero, so they err by at least 0.0044 eV/angstrom per atom on average; the grid cutoff is modest.

Settings: functional PBE; method Gaussian and plane waves; basis set DZVP-MOLOPT-SR-GTH; pseudopotentials GTH-PBE; grid cutoff 350 Ry, relative cutoff 50 Ry; k points Gamma only; occupations fixed; spin none; net charge 0.

Cell vectors (angstrom)
a 15.3871 0 0
b 0 15.3871 0
c 4.4279 -3.1997 39.5722

Atoms and the computed forces on them: element, x, y, z (angstrom), force x, y, z (eV/angstrom)
Si 18.676 12.615 31.094 0 0.012 0.081
Si 16.024 0.503 31.339 -0.171 0.03 0.708
Si 17.021 5.593 30.859 -0.078 -0.108 0.098
Si 15.321 8.046 30.968 0.06 0.089 0.749
Si 4.75 -1.429 28.942 0.007 0.062 0.197
Si 7.809 -1.035 28.863 0.04 0.041 0.01
Si 4.36 6.58 31.409 0.177 0.055 0.203
Si 5.938 7.67 29.107 0.024 -0.052 0.167
Si 10.302 10.021 30.263 0.027 -0.018 0.049
Si 8.533 0.787 31.388 -0.263 -0.169 0.605
Si 8.649 5.193 31.483 -0.347 -0.073 0.682
Si 8.097 8.223 31.369 -0.365 0.028 0.59
Si 12.634 12.231 33.637 -0.023 -0.027 0.053
Si 11.386 -0.011 31.022 0.049 0.07 0.187
Si 11.677 4.752 31.262 0.312 -0.017 0.651
Si 12.756 8.312 33.407 0.011 0.018 0.085
Si 5.074 12.076 33.442 -0.227 0.161 0.805
Si 5.295 0.711 33.568 0.224 -0.07 0.646
Si 5.327 4.693 33.6 0.113 -0.231 0.623
Si 5.222 8.263 33.759 0.126 0.147 0.623
Si 8.139 12.19 33.642 0.018 0.013 0.72
Si 7.728 0.594 33.573 -0.054 0.056 0.038
Si 7.734 4.611 33.584 0.05 -0.069 0.013
Si 7.568 8.351 33.653 0.045 0.016 0.085
Si 10.912 12.408 32.041 0.446 -0.033 0.52
Si 12.984 0.625 33.581 0.113 0.016 0.654
Si 12.628 4.487 33.382 -0.57 0.038 0.075
Si 12.309 7.878 31.066 0.01 0.132 0.785
Si 15.082 12.265 33.396 -0.05 -0.006 0.085
Si 15.383 0.678 33.576 -0.015 0.02 0.004
Si 15.776 4.503 33.38 0.207 0.088 0.745
Si 15.219 8.34 33.337 -0.016 0.002 0.089
Si 4.618 -1.293 34.678 -0.049 -0.003 -0.099
Si 4.666 2.672 34.722 -0.009 0.014 -0.071
Si 4.651 6.417 35.045 -0.026 -0.024 -0.01
Si 4.59 10.25 34.828 -0.022 -0.034 -0.076
Si 8.281 -1.243 34.914 0.058 -0.054 -0.067
Si 8.292 2.601 34.733 0.027 0.002 -0.025
Si 8.242 6.469 34.91 0.041 0.014 -0.009
Si 8.259 10.227 34.887 0.055 0.022 -0.037
Si 12.299 -1.222 34.908 -0.024 -0.031 -0.041
Si 12.291 2.576 34.722 -0.046 -0.04 -0.021
Si 12.273 6.417 34.74 -0.074 -0.033 -0.046
Si 12.234 10.211 34.771 -0.004 0.055 -0.049
Si 15.882 -1.298 34.747 0.05 0.003 -0.058
Si 16.039 2.602 34.748 0.071 -0.01 -0.056
Si 15.981 6.482 34.666 0.056 -0.03 -0.078
Si 15.841 10.298 34.564 0.014 0.032 -0.092
Si 17.964 -1.288 35.941 0.026 0.006 0.007
Si 18.036 2.598 36.006 0.019 -0.01 0.003
Si 17.927 6.458 36.062 -0.006 0.016 0.007
Si 17.876 10.297 35.936 0.006 0.003 -0.034
Si 6.38 -1.28 36.268 0.012 0.021 -0.003
Si 6.469 2.637 36.24 0.049 0.019 -0.028
Si 6.484 6.449 36.455 0.054 0.012 -0.051
Si 6.408 10.292 36.322 0.02 -0.06 -0.005
Si 10.289 -1.22 36.129 -0.013 0.006 0.057
Si 10.292 2.589 36.014 0.014 -0.01 0
Si 10.296 6.446 36.063 0.036 0.002 -0.005
Si 10.274 10.229 36.096 0.004 0.02 0.01
Si 14.146 -1.254 36.322 -0.003 0.02 -0.008
Si 14.155 2.637 36.185 0.008 -0.027 0.007
Si 14.15 6.41 36.171 -0.019 -0.017 -0.016
Si 14.113 10.253 36.183 -0.024 -0.002 -0.036
Si 17.942 12.199 37.37 -0.003 0.013 -0.005
Si 17.992 0.648 37.365 -0.025 -0.01 -0.012
Si 17.956 4.51 37.422 0.013 0.011 -0.006
Si 17.932 8.401 37.404 0.057 -0.018 -0.017
Si 6.411 12.215 37.629 -0.038 0.019 0.013
Si 6.422 0.685 37.553 -0.042 -0.026 -0.01
Si 6.461 4.485 37.668 0 0.004 0.042
Si 6.437 8.403 37.686 0.005 0.013 0.049
Si 10.275 12.194 37.445 0.04 0.003 0.012
Si 10.283 0.708 37.469 0.006 -0.006 0.004
Si 10.291 4.506 37.422 -0.003 -0.006 0.019
Si 10.299 8.336 37.488 -0.029 0.01 0.011
Si 14.117 12.165 37.569 -0.001 0.009 0.005
Si 14.148 0.718 37.561 0.003 0.007 0.013
Si 14.14 4.523 37.557 -0.02 0.008 0.023
Si 14.141 8.337 37.526 0.003 -0.035 -0.009
Si 4.428 12.2 38.857 -0.011 -0.008 0.007
Si 4.467 0.666 38.842 -0.002 -0.001 0
Si 4.456 4.51 38.875 0.001 0.016 -0.008
Si 4.43 8.386 38.876 0.012 0.009 0.004
Si 8.389 12.209 38.884 0.019 -0.009 0.001
Si 8.375 0.677 38.865 0.028 0.018 0.02
Si 8.431 4.495 38.907 0.007 0.018 0.015
Si 8.413 8.374 38.925 0.006 -0.019 0.016
Si 12.167 12.192 38.868 -0.01 0.01 -0.005
Si 12.192 0.696 38.865 0 -0.006 0.003
Si 12.183 4.514 38.853 -0.021 0.004 -0.002
Si 12.206 8.351 38.866 -0.011 0.005 0.019
Si 16.08 12.196 38.843 0.01 0.005 0.007
Si 16.111 0.684 38.832 0.003 -0.006 0.008
Si 16.085 4.503 38.864 -0.005 -0.005 0.014
Si 16.071 8.362 38.854 -0.014 0.003 0.007
Si 15.445 1.958 11.542 0.009 -0.011 -0.006
Si 15.437 5.819 11.523 0.002 0.015 -0.006
Si 15.445 9.639 11.545 -0.002 0.002 -0.01
Si 15.443 13.46 11.549 -0.01 0.004 -0.008
Si 3.929 1.95 11.555 -0.004 -0.013 -0.016
Si 3.969 5.795 11.524 0 0 -0.004
Si 3.96 9.641 11.543 0.003 0.01 -0.008
Si 3.952 13.468 11.567 0.012 0.009 -0.003
Si 7.784 1.96 11.568 0.003 -0.009 0.012
Si 7.755 5.805 11.538 -0.007 0.014 0.001
Si 7.781 9.639 11.556 -0.005 -0.003 -0.005
Si 7.761 13.462 11.569 -0.009 0.008 -0.002
Si 11.627 1.95 11.571 -0.004 -0.011 0.008
Si 11.642 5.806 11.527 -0.008 -0.005 -0.003
Si 11.627 9.652 11.562 -0.006 0.005 -0.002
Si 11.64 13.464 11.568 0.016 0.011 -0.01
Si 13.546 1.948 12.943 -0.013 0 0.009
Si 13.534 5.816 12.929 0.013 0.002 0.002
Si 13.535 9.673 12.944 0.016 -0.015 0.001
Si 13.548 13.473 12.967 -0.005 -0.008 -0.016
Si 1.981 1.973 12.885 0.009 -0.029 -0.021
Si 2.012 5.826 12.805 -0.006 -0.002 -0.041
Si 2.01 9.619 12.854 -0.014 0.001 -0.016
Si 1.993 13.441 12.869 0.003 0.009 -0.023
Si 5.852 1.948 12.92 0 -0.004 -0.02
Si 5.86 5.782 12.948 -0.002 -0.015 0.01
Si 5.874 9.633 12.934 -0.014 -0.004 0.011
Si 5.86 13.483 12.977 0.008 0.02 -0.027
Si 9.709 1.976 12.94 -0.016 -0.029 -0.064
Si 9.702 5.85 12.843 0.032 -0.007 -0.032
Si 9.702 9.647 12.926 0.011 0.014 -0.006
Si 9.703 13.407 12.896 -0.004 -0.01 -0.016
Si 13.576 0.019 14.316 0.001 -0.026 -0.003
Si 13.543 3.887 14.29 -0.014 0.003 0.03
Si 13.517 7.751 14.295 0.036 0.013 -0.019
Si 13.525 11.565 14.375 0.002 0.02 -0.031
Si 1.969 -0.003 14.17 -0.011 0.035 -0.042
Si 1.967 3.958 14.179 -0.011 -0.05 -0.013
Si 2.053 7.7 14.199 0.008 -0.013 0.016
Si 1.988 11.506 14.226 -0.007 0.046 -0.014
Si 5.848 0.055 14.316 -0.026 -0.048 -0.015
Si 5.828 3.84 14.313 0.002 0.016 0.019
Si 5.881 7.713 14.31 0.011 -0.004 -0.003
Si 5.894 11.538 14.328 0 0.032 -0.03
Si 9.693 -0.042 14.18 0 0.077 0.01
Si 9.703 3.986 14.225 -0.02 -0.078 0.064
Si 9.717 7.724 14.269 -0.02 -0.045 0
Si 9.719 11.52 14.351 -0.002 0.051 -0.001
Si 15.521 0.013 15.66 0.004 -0.01 0.032
Si 15.484 3.93 15.619 0.012 -0.041 -0.05
Si 15.516 7.703 15.522 0.01 0.01 -0.017
Si 15.496 11.52 15.665 0.014 0.043 0.036
Si 3.846 0.053 15.564 0.057 -0.004 0.047
Si 3.831 3.88 15.59 0.009 -0.048 -0.023
Si 3.933 7.683 15.633 -0.01 -0.01 -0.026
Si 3.91 11.493 15.574 -0.001 0.042 0.02
Si 7.815 -0.002 15.617 -0.038 -0.026 0.013
Si 7.793 3.88 15.621 -0.001 0.016 -0.025
Si 7.827 7.697 15.662 0.012 -0.003 0.004
Si 7.802 11.513 15.748 0.034 0.037 0.031
Si 11.597 -0.031 15.568 0.025 -0.015 0.039
Si 11.614 3.998 15.628 -0.005 0.009 -0.007
Si 11.593 7.787 15.696 0.014 0.009 0.035
Si 11.618 11.519 15.803 -0.028 0.037 0.06
Si 16.06 1.999 16.824 0.326 -0.024 -0.603
Si 15.431 5.866 16.976 -0.004 -0.027 0.062
Si 15.528 9.552 16.95 -0.023 -0.012 0.047
Si 15.911 13.443 16.959 -0.295 0.035 -0.851
Si 3.138 1.962 16.765 -0.295 0.017 -0.668
Si 3.871 5.747 17.019 0.018 0.033 0.056
Si 3.92 9.62 16.998 0.003 -0.04 0.056
Si 3.636 13.456 16.795 0.19 0.044 -0.825
Si 8.561 1.932 16.69 0.042 0.042 -0.563
Si 7.75 5.768 17.025 0.008 -0.033 0.02
Si 7.873 9.568 17.114 -0.127 -0.05 -0.032
Si 8.108 13.5 17.001 -0.241 -0.065 -0.805
Si 10.986 1.96 16.583 -0.044 0.055 -0.607
Si 11.646 5.909 17.095 -0.001 -0.036 0.047
Si 11.608 9.607 17.261 0.087 0.038 0.024
Si 11.263 13.516 17.019 0.215 -0.06 -0.817
Si 14.359 1.597 22.486 -0.023 0.06 -0.064
Si 13.598 6.493 18.331 -0.134 0.255 -0.638
Si 13.677 8.943 18.249 -0.233 -0.29 -0.662
Si 15.279 -1.244 19.836 0.048 0.018 -0.182
Si 15.794 1.673 19.808 -0.073 0.033 -0.058
Si 17.323 6.12 18.321 0.078 -0.14 -0.799
Si 17.42 9.261 18.354 -0.044 0.132 -0.778
Si 17.378 10.218 21.316 -0.032 -0.083 -0.192
Si 4.879 1.498 19.269 0.018 -0.119 -0.127
Si 5.8 6.068 18.331 0.022 -0.344 -0.828
Si 5.855 9.241 18.261 0.057 0.279 -0.716
Si 5.807 -1.236 18.873 0.07 0.029 -0.065
Si 9.929 2.565 19.017 -0.088 -0.144 -0.221
Si 9.67 5.657 18.365 0.045 0.332 -0.863
Si 9.662 9.597 18.704 0.064 -0.019 0.146
Si 12.421 13.66 19.978 -0.115 -0.048 -0.126
Si 15.328 -0.985 23.965 -0.016 0.035 0.192
Si 12.717 12.877 24.32 0.018 -0.013 0.036
Si 14.74 -0.541 27.08 -0.055 -0.05 0.045
Si 4.283 6.962 25.07 -0.019 0.049 0.094
Si 17.164 13.143 21.98 -0.092 0.03 0.027
Si 4.352 -0.598 21.294 0.112 -0.029 -0.213
Si 8.386 3.746 25.51 -0.128 -0.038 0.064
Si 6.906 2.93 22.956 0.049 -0.033 0.02
Si 6.822 9.587 21.019 0.064 -0.068 -0.182
Si 11.422 1.757 23.469 0.066 0.067 -0.005
Si 9.167 1.339 21.525 0.016 0 -0.061
Si 9.342 11.121 20.474 -0.021 -0.414 -0.643
Si 17.562 4.021 20.698 -0.084 0.134 -0.165
Si 3.59 0.173 31.114 0.055 0.014 0.079
Si 14.405 9.352 21.291 -0.078 0.006 -0.211
Si 15.255 1.864 28.807 -0.123 -0.135 0.062
Si 9.679 -1.379 21.078 -0.078 -0.004 -0.149
Si 15.578 4.341 23.07 0.036 0.095 -0.164
Si 11.066 7.185 22.895 0.027 0.079 -0.04
Si 7.378 11.885 25.699 -0.009 -0.012 0.077
Si 15.703 12.722 31.18 -0.184 -0.127 0.677
Si 4.669 11.065 25.261 0.035 -0.035 0.047
Si 17.55 3.945 28.255 0.012 0.172 -0.043
Si 8.552 -1.467 23.884 -0.033 -0.017 -0.012
Si 3.862 9.126 27.387 0.093 -0.052 0.037
Si 7.266 3.153 29.929 -0.003 0.047 0.063
Si 12.627 5.671 26.613 0.012 0.017 0.008
Si 16.289 9.407 28.497 -0.042 0.013 0.045
Si 10.797 -0.246 25.504 0.036 0.018 -0.034
Si 5.079 3.185 28.129 0.126 -0.007 0.047
Si 9.25 7.924 20.438 0.229 0.468 -0.483
Si 5.356 4.035 20.624 -0.004 0.062 -0.188
Si 12.244 8.32 25.567 0.054 -0.048 -0.041
Si 13.761 6.397 21.46 0.017 -0.063 -0.221
Si 11.881 0.501 27.996 0.153 0.038 0.141
Si 9.471 11.803 27.851 0.038 0.087 0.162
Si 12.1 11.249 21.812 0.111 -0.023 -0.116
Si 5.154 -1.609 26.036 -0.013 -0.082 -0.012
Si 5.908 0.208 23.819 0.147 0.062 -0.043
Si 11.039 4.585 24.392 0.037 0.1 0.002
Si 4.336 9.151 22.921 0.034 0.034 -0.143
Si 14.647 11.938 28.468 -0.043 0.062 0.032
Si 7.45 1.686 27.411 -0.047 0.01 0.136
Si 12.244 11.195 26.771 -0.012 -0.015 0.016
Si 6.371 5.689 26.82 -0.015 0.013 0.035
Si 12.48 3.314 28.612 0.01 0.042 0.143
Si 17.033 5.599 25.541 0.03 0.006 0.049
Si 14.924 7.465 26.461 -0.052 0.026 -0.041
Si 15.419 13.495 0.67 0.022 -0.006 0.008
Si 15.429 1.946 0.639 0.02 -0.006 -0.002
Si 15.428 5.781 0.653 0 -0.005 0.008
Si 15.428 9.645 0.651 0.01 0.009 0.005
Si 3.965 13.5 0.69 -0.014 -0.014 0.004
Si 3.956 1.953 0.656 -0.031 0.007 -0.004
Si 3.964 5.776 0.683 -0.024 -0.002 0.007
Si 3.965 9.632 0.68 -0.018 -0.002 0.009
Si 7.76 13.476 0.659 0.023 -0.009 0.015
Si 7.761 1.95 0.636 0.02 0.004 0.003
Si 7.764 5.802 0.662 0.014 -0.001 0.01
Si 7.764 9.631 0.654 0.022 0.006 0.008
Si 11.646 13.484 0.648 -0.019 0 0.015
Si 11.648 1.948 0.621 -0.028 0.005 0.005
Si 11.66 5.784 0.654 -0.018 0.006 0.012
Si 11.652 9.636 0.644 -0.014 -0.013 0.01
Si 1.996 13.491 1.995 -0.005 -0.004 -0.009
Si 1.997 1.943 1.982 -0.005 -0.011 -0.008
Si 1.997 5.787 1.993 0.008 0.012 -0.021
Si 1.998 9.64 1.99 0.006 0.004 -0.01
Si 5.869 13.488 2.056 -0.002 0.008 0.011
Si 5.864 1.952 2.032 0.001 -0.001 0.009
Si 5.868 5.783 2.054 -0.002 -0.004 0.007
Si 5.869 9.639 2.051 -0.003 0.003 0.001
Si 9.705 13.489 1.994 -0.001 0.009 -0.01
Si 9.706 1.947 1.976 0.006 0 -0.004
Si 9.712 5.789 1.994 -0.001 -0.007 -0.002
Si 9.709 9.635 1.992 -0.007 0.002 -0.004
Si 13.53 13.487 2.053 0.002 0.001 0.007
Si 13.536 1.949 2.029 -0.001 0 -0.001
Si 13.545 5.787 2.052 -0.002 0.007 0.007
Si 13.54 9.64 2.044 0 -0.008 0.005
Si 2.002 0.027 3.361 0.003 -0.004 0.003
Si 2.001 3.863 3.36 -0.008 0.001 -0.006
Si 2 7.714 3.356 -0.02 -0.002 0.001
Si 2.003 11.565 3.359 0.001 0.007 0.002
Si 5.862 0.032 3.397 0.012 -0.007 0.004
Si 5.862 3.861 3.406 0.01 0.008 0.003
Si 5.861 7.713 3.4 -0.003 0 0.002
Si 5.86 11.563 3.405 -0.004 0 0.004
Si 9.704 0.028 3.355 0.003 -0.004 -0.004
Si 9.703 3.863 3.358 -0.004 0.005 -0.002
Si 9.708 7.713 3.36 0.01 -0.005 -0.001
Si 9.703 11.563 3.358 0.004 0.003 -0.007
Si 13.539 0.03 3.396 -0.006 -0.007 0.006
Si 13.542 3.862 3.401 -0.01 0.004 0.002
Si 13.546 7.716 3.399 0.004 0.001 0.011
Si 13.541 11.562 3.402 0.002 0.001 0.004
Si 15.475 0.025 4.74 -0.006 0 -0.002
Si 15.477 3.863 4.745 -0.006 -0.002 0.001
Si 15.479 7.716 4.741 -0.006 0.006 0.004
Si 15.478 11.566 4.741 -0.005 -0.007 -0.001
Si 3.921 0.026 4.737 0.006 -0.002 -0.004
Si 3.919 3.864 4.74 0.008 -0.002 -0.003
Si 3.919 7.714 4.734 0.005 0.008 -0.004
Si 3.919 11.567 4.738 0.003 -0.005 -0.001
Si 7.794 0.027 4.741 -0.005 0.011 0.001
Si 7.794 3.862 4.747 -0.001 -0.01 0.004
Si 7.794 7.713 4.741 -0.001 -0.001 -0.004
Si 7.793 11.567 4.744 -0.003 0.002 -0.004
Si 11.61 0.027 4.743 0.003 0.007 0.004
Si 11.611 3.864 4.744 0.002 0 0.004
Si 11.615 7.715 4.742 0.001 0.001 0
Si 11.609 11.566 4.743 0 -0.006 0
Si 15.475 13.49 6.105 0.005 -0.001 0
Si 15.476 1.942 6.111 0.004 -0.005 0.001
Si 15.476 5.792 6.102 0 0.004 0.002
Si 15.481 9.642 6.098 0.004 0 0.004
Si 3.925 13.491 6.104 -0.004 0.002 0.003
Si 3.923 1.942 6.109 -0.006 -0.005 0.002
Si 3.923 5.791 6.099 -0.008 0.003 0.001
Si 3.921 9.64 6.093 -0.009 0.004 0.001
Si 7.788 13.492 6.105 0.008 0.004 -0.001
Si 7.789 1.941 6.112 0.015 -0.004 0.002
Si 7.79 5.79 6.103 0.006 -0.001 0.002
Si 7.791 9.64 6.098 0.003 0.001 0
Si 11.613 13.49 6.105 -0.004 0 -0.001
Si 11.613 1.943 6.111 -0.013 -0.002 0
Si 11.614 5.791 6.1 -0.005 -0.001 0
Si 11.611 9.642 6.098 -0.001 -0.001 0.002
Si 2.007 13.489 7.476 -0.003 -0.002 -0.001
Si 2.006 1.941 7.483 -0.004 0.004 0.006
Si 2.007 5.794 7.472 -0.004 0 0.001
Si 2.01 9.642 7.471 0.002 -0.002 -0.002
Si 5.857 13.494 7.46 0.005 -0.01 -0.005
Si 5.856 1.936 7.46 0.015 0.009 0
Si 5.856 5.789 7.45 0.006 0.006 -0.002
Si 5.855 9.643 7.437 -0.007 -0.007 -0.008
Si 9.7 13.491 7.481 -0.002 0.002 -0.001
Si 9.701 1.941 7.488 -0.001 0.006 0.009
Si 9.704 5.793 7.478 0.007 -0.002 0.002
Si 9.7 9.643 7.476 0.001 -0.003 0.006
Si 13.543 13.491 7.458 -0.003 -0.009 -0.001
Si 13.543 1.939 7.461 -0.003 0.008 0.004
Si 13.542 5.792 7.45 -0.008 0.006 -0.002
Si 13.545 9.645 7.437 -0.001 -0.003 -0.004
Si 2.004 0.017 8.851 0.001 -0.009 0.007
Si 2.005 3.872 8.837 0.004 0.004 0.007
Si 2.009 7.721 8.834 -0.002 0.014 0
Si 2.011 11.564 8.837 0 -0.005 0.003
Si 5.859 0.022 8.84 -0.006 -0.002 0.004
Si 5.86 3.864 8.811 -0.007 0.002 0.002
Si 5.859 7.724 8.797 -0.002 0.015 -0.007
Si 5.857 11.56 8.805 0 -0.008 -0.007
Si 9.701 0.018 8.856 0.004 0 0.001
Si 9.703 3.869 8.841 -0.001 -0.005 0
Si 9.702 7.719 8.837 -0.001 0.001 0.003
Si 9.699 11.567 8.841 0.002 0.001 0.003
Si 13.538 0.02 8.832 0 -0.003 0.003
Si 13.54 3.868 8.81 -0.002 0.004 0
Si 13.538 7.727 8.795 0.005 0.008 -0.007
Si 13.544 11.559 8.805 0.002 -0.016 -0.007
Si 15.453 0.016 10.202 0.002 -0.004 0.001
Si 15.45 3.88 10.18 0.006 -0.004 0.004
Si 15.445 7.732 10.163 0.007 -0.005 0.003
Si 15.455 11.553 10.175 0.018 0.009 -0.003
Si 3.937 0.014 10.207 -0.004 0.003 0.009
Si 3.946 3.865 10.178 -0.005 -0.005 0.001
Si 3.955 7.723 10.173 -0.018 -0.007 0.004
Si 3.951 11.562 10.183 -0.021 0.005 -0.004
Si 7.777 0.019 10.221 0.017 -0.006 0.001
Si 7.77 3.872 10.19 0.032 -0.001 -0.006
Si 7.764 7.725 10.179 0.011 -0.006 0.005
Si 7.761 11.557 10.187 0.014 0.008 0
Si 11.627 0.017 10.217 -0.017 -0.009 -0.005
Si 11.634 3.866 10.192 -0.016 0.006 -0.006
Si 11.637 7.734 10.182 -0.006 -0.006 0.003
Si 11.637 11.561 10.185 -0.02 0.007 0
O 18.634 -1.285 31.752 -0.256 0.018 0.436
O 13.249 11.231 28.043 -0.384 -0.143 0.432
O 17.623 4.951 29.518 0.305 0.235 0.019
O 18.139 6.608 31.427 -0.274 0.37 -0.003
O 4.027 10.291 24.022 -0.213 0.141 -0.195
O 6.642 12.162 32.926 0.16 -0.048 -0.498
O 4.154 11.735 32.128 -0.06 -0.414 -0.244
O 4.683 0.893 32.045 0.192 0.478 -0.46
O 4.792 7.928 32.2 0.044 0.09 -0.577
O 9.383 12.218 32.587 -0.019 0.145 -0.065
O 11.113 11.237 30.945 0.435 0.063 -0.161
O 10.145 1.01 31.265 0.206 0.409 0.076
O 10.083 4.478 31.313 -0.013 -0.426 -0.148
O 11.973 6.301 30.838 0.136 0.114 -0.122
O 12.577 0.471 31.994 0.055 0.334 -0.238
O 14.213 4.49 32.903 -0.098 0.177 -0.425
O 15.351 2.126 18.317 -0.357 0.093 0.041
O 2.108 13.442 17.367 0.05 0.157 0.394
O 3.744 2.057 18.283 -0.014 0.02 0.366
O 4.622 13.396 18.083 -0.081 -0.255 0.414
O 4.167 0.824 20.549 -0.245 0.2 0.449
O 8.554 1.963 18.361 -0.443 -0.427 0.518
O 9.68 13.544 17.45 -0.062 0.088 0.275
O 12.128 13.568 18.391 0.544 -0.181 -0.058
O 12.625 12.17 20.581 0.576 -0.082 -0.262
O 5.378 -0.21 25.282 -0.117 0.433 0.291
O 7.843 2.122 21.928 -0.214 0.016 -0.445
O 15.817 -1.061 30.932 -0.043 0.089 -0.127
O 15.72 6.509 30.583 -0.203 -0.365 -0.024
O 16.163 9.117 30.091 0.558 0.268 0.032
O 6.335 -1.647 29.115 0.033 -0.674 0.05
O 3.998 12.708 29.649 0.031 -0.272 -0.555
O 4.343 -1.339 27.393 -0.458 0.004 -0.226
O 5.672 3.122 29.647 -0.355 0.038 0.377
O 8.099 12.456 24.382 0.291 -0.193 -0.6
O 4.962 6.656 29.917 -0.028 -0.57 -0.581
O 14.17 6.087 26.899 0.332 -0.256 0.364
O 9.685 10.581 28.886 -0.228 -0.298 -0.26
O 7.684 4.668 30.284 -0.415 0.232 -0.527
O 8.876 6.79 31.261 0.43 0.002 -0.175
O 12.261 6.641 21.965 -0.074 -0.174 -0.071
O 13.042 11.894 25.555 0.411 -0.258 0.068
O 10.931 -1.512 31.372 0.042 0.013 0.044
O 12.42 4.951 25.167 0.331 -0.047 -0.374
O 13.782 8.209 30.48 -0.144 0.263 -0.453
O 12.795 1.317 22.756 0.045 -0.245 0.067
O 11.215 -0.997 20.756 0.055 0.564 0.174
O 14.061 9.544 19.725 0.193 0.193 -0.008
O 13.759 -0.869 20.237 -0.115 0.495 0.146
O 17.153 5.161 19.626 -0.242 0.035 0.005
O 17.394 7.683 18.842 0.138 0.125 0.17
O 17.467 10.195 19.692 0.165 0.516 0.09
O 4.821 -0.355 22.793 -0.232 -0.272 0.221
O 5.771 0.361 18.525 0.139 0.313 -0.127
O 5.722 7.66 18.663 -0.03 -0.095 0.09
O 5.819 5.336 19.793 -0.029 -0.056 0.307
O 5.765 9.445 22.219 0.072 0.076 0.408
O 10.717 -0.18 27.117 -0.453 -0.188 0.105
O 10.07 2.239 20.562 0.511 0.419 0.431
O 13.725 5.958 19.894 0.084 -0.396 0.173
O 5.954 10.002 19.705 -0.13 0.711 0.11
O 8.781 -0.062 20.795 -0.481 -0.008 -0.356
O 11.838 -1.304 24.89 0.175 -0.156 -0.072
O 8.869 -2.222 28.517 0.141 0.14 -0.072
O 13.881 8.239 25.468 0.247 0.268 -0.315
O 7.007 8.281 30.16 -0.112 0.192 -0.249
O 6.011 1.817 23.724 -0.545 0.289 0.531
O 7.309 -0.52 23.479 0.317 -0.074 -0.273
O 11.216 1.957 18.234 0.428 -0.333 0.215
O 15.905 13.18 20.958 -0.118 -0.367 -0.084
O 5.488 -1.425 20.453 0.239 -0.331 0.456
O 16.674 4.486 32.001 0.097 -0.189 -0.06
O 15.202 0.333 23.037 0.499 0.174 -0.109
O 9.503 -1.756 22.628 0.406 -0.179 0.088
O 11.55 2.089 28.101 -0.678 0.104 -0.088
O 8.173 2.231 26.074 0.195 -0.325 -0.289
O 17.819 9.133 28.107 0.106 -0.177 0.203
O 10.44 5.868 23.607 -0.699 -0.063 -0.044
O 9.29 12.717 20.196 -0.335 0.281 -0.169
O 15.163 13.394 18.403 -0.558 -0.362 0.072
O 3.881 7.974 26.261 -0.208 -0.189 0.154
O 17.176 12.057 30.929 0.041 -0.646 -0.025
O 15.109 1.411 30.355 -0.45 0.027 -0.063
O 13.166 10.055 22.067 -0.191 -0.132 0.524
O 15.288 8.405 27.715 -0.242 -0.032 0.128
O 12.277 3.713 30.167 -0.04 -0.293 -0.027
O 8.202 -0.339 30.272 -0.146 -0.207 -0.063
O 8.035 2.61 28.615 0.611 0.191 -0.136
O 14.62 1.855 20.903 -0.397 0.149 -0.087
O 9.888 4.148 18.88 0.153 -0.043 0.4
O 7.67 8.211 20.771 -0.302 -0.338 0.023
O 10.614 10.741 21.426 -0.053 -0.269 0.57
O 6.664 6.86 27.901 0.395 0.188 -0.181
O 13.228 0.04 27.208 -0.209 -0.095 -0.47
O 11.926 -0.049 29.508 0.315 -0.428 -0.126
O 3.767 4.032 20.847 0.173 0.147 0.17
O 17.575 0.966 31.064 0.114 0.705 -0.35
O 7.215 13.554 18.376 -0.061 -0.115 0.461
O 7.957 10.728 21.258 -0.193 0.511 0.651
O 14.547 7.789 21.631 0.626 0.077 0.336
O 17.209 4.78 26.921 -0.168 -0.172 -0.113
O 4.065 10.558 26.669 -0.015 0.543 0.111
O 15.287 -0.605 25.549 0.144 0.091 0.026
O 5.849 2.004 27.314 -0.258 -0.447 -0.318
O 6.602 13.131 26.401 0.379 0.338 0.278
O 9.081 9.493 31.176 -0.143 0.343 0.37
O 3.082 9.159 21.89 -0.162 -0.32 -0.024
O 16.319 7.041 25.772 0.107 0.621 -0.299
O 14.886 2.901 23.273 0.068 -0.07 0.635
O 5.785 2.738 19.746 0.644 0.037 -0.088
O 3.113 5.857 24.919 0.242 -0.409 -0.589
O 15.832 9.958 21.712 0.134 0.1 0.595
O 8.43 11.271 26.737 0.106 -0.66 -0.138
O 15.874 10.931 28.133 0.5 0.174 -0.241
O 14.649 12.163 30.079 -0.478 0.115 0.063
O 4.246 -0.058 29.655 0.162 0.3 -0.544
O 16.679 -1.744 23.455 0.217 0.04 0.495
O 11.336 3.366 23.38 0.107 0.166 -0.31
O 15.593 0.548 27.915 0.611 0.021 -0.139
O 7.717 2.178 31.131 -0.133 0.26 0.327
O 11.933 12.078 23.176 -0.605 -0.121 0.139
O 5.357 4.633 27.483 -0.253 0.111 -0.028
O 14.087 13.413 23.676 0.109 -0.418 -0.625
O 16.082 4.794 24.525 -0.238 -0.481 0.312
O 11.303 8.76 30.136 0.156 -0.102 -0.293
O 16.174 0.1 19.727 0.44 -0.035 -0.183
O 7.712 4.891 26.426 0.411 0.138 0.163
O 17.068 2.56 20.228 0.12 -0.385 -0.028
O 2.935 -1.323 21.363 -0.223 0.309 -0.165
O 9.46 6.474 19.76 0.096 -0.195 0.454
O 16.441 2.878 28.597 0.124 0.166 -0.186
O 10.022 7.908 21.884 0.034 0.092 0.419
O 4.395 12.663 25.129 -0.433 0.201 -0.204
O 5.043 8.86 28.464 0.163 0.506 0.257
O 9.953 4.087 25.473 0.111 -0.002 0.714
O 11.312 1.213 24.992 0.326 0.404 0.258
O 11.828 9.698 26.306 -0.316 -0.244 -0.078
O 11.781 7.067 26.517 -0.568 0.187 0.436
O 4.848 5.183 32.09 0.247 -0.253 -0.281
O 7.765 3.778 24.019 -0.083 0.484 -0.34
O 7.73 0.126 27.717 -0.06 0.025 -0.557
O 12.171 4.652 27.765 -0.337 0.315 0.311
O 6.275 10.786 25.276 0.138 -0.565 -0.294
O 3.494 3.045 28.112 -0.132 -0.685 0.119
O 11.58 8.186 24.084 0.002 0.5 0.016
O 9.323 -0.687 25.058 -0.47 0.368 0.383
O 14.846 -2.029 27.714 0.061 -0.038 -0.172
O 14.479 5.307 22.389 -0.225 -0.232 0.298
O 13.956 2.712 28.385 0.108 0.257 -0.106
O 16.878 4.324 22.116 0.311 0.119 0.266
O 4.439 7.722 23.66 0.178 -0.099 -0.35
O 10.912 12.05 27.142 0.032 0.569 0.065
O 17.745 11.643 21.973 0.668 0.018 0.528
O 6.041 3.97 22.081 0.142 0.218 0.228
O 5.691 6.275 25.474 0.217 -0.004 -0.319
O 10.128 1.065 22.787 0.05 -0.346 0.131

Results
total energy: -107768.653 eV
total energy less fixed offsets of O -438.35, Si -107.03 eV per atom: 0.987 eV
